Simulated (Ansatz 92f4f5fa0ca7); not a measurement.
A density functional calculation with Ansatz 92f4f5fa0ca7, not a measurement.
Periodic cell of 225 atoms, Si132O91B2, from a study of silicon, its oxide and their interface. The atomic structure is a simulated model.
Doubt: the cutoff is far below the 930 eV that the study's wrapper takes by default for these files, so forces and energies are approximate.
This geometry differs little from another in the collection (a relaxation step or a small displacement).

Settings
functional: PBE
potential files: Ansatz PAW
basis: plane waves
wave-function cutoff: 580 eV
density cutoff ratio: 5
exchange-correlation grid ratio: 1
k mesh: 1 x 1 x 1, Gamma-centred
self-consistency stop: 5e-08 eV per atom in the density residual
occupations: fixed
spin: none
net charge: 0

Cell vectors (angstrom)
a, 10.938, 0, 0
b, 0, 10.938, 0
c, 0, 0, 31.9494

Atoms: element, x, y, z (angstrom)
B, 11.0436, -0.4962, 24.5784
Si, 5.1253, 0.2118, 24.6737
Si, 2.7988, 2.2647, 24.5506
B, 8.104, 3.038, 24.8118
Si, 10.6979, 5.5989, 24.352
Si, 5.1235, 5.5905, 24.49
Si, 3.0366, 7.9747, 24.4543
Si, 8.4266, 7.8359, 24.4315
Si, 1.2278, 0.9827, 25.7272
Si, 6.8864, 1.5, 25.6891
Si, 3.95, 3.9907, 25.7723
Si, 9.6138, 3.9885, 25.8225
Si, 1.336, 6.8118, 25.6814
Si, 6.8197, 6.7037, 25.7461
Si, 4.0627, 9.5228, 25.9595
Si, 9.5612, 9.5173, 25.7152
Si, 2.65, -0.1221, 27.2781
Si, 8.1846, 0.0078, 27.0648
Si, 0.0489, 2.5831, 27.1135
Si, 5.438, 2.7437, 27.1505
Si, 2.6571, 5.4261, 27.1307
Si, 8.1975, 5.398, 27.1649
Si, 0.0023, 8.1573, 27.1381
Si, 5.526, 8.1372, 27.1731
Si, 4.0806, 1.3325, 28.5093
Si, 9.5485, 1.3292, 28.5073
Si, 1.3472, 4.0332, 28.5079
Si, 6.8136, 4.0748, 28.5405
Si, 4.0888, 6.792, 28.4965
Si, 9.5543, 6.8018, 28.5032
Si, 1.3054, 9.491, 28.6065
Si, 6.8572, 9.568, 28.4984
Si, -0.0241, -0.0069, 29.9158
Si, 5.4726, -0.0097, 29.8795
Si, 2.7497, 2.721, 29.8904
Si, 8.2005, 2.7218, 29.8914
Si, 0.0008, 5.4458, 29.8771
Si, 5.4602, 5.4638, 29.8998
Si, 2.7526, 8.1638, 29.9092
Si, 8.2175, 8.1995, 29.8797
Si, 1.3673, 1.3673, 31.2657
Si, 6.8362, 1.3673, 31.2657
Si, 4.1018, 4.1018, 31.2657
Si, 9.5708, 4.1018, 31.2657
Si, 1.3673, 6.8362, 31.2657
Si, 6.8362, 6.8362, 31.2657
Si, 4.1018, 9.5708, 31.2657
Si, 9.5708, 9.5708, 31.2657
Si, 2.7345, 0, 0.6835
Si, 8.2035, 0, 0.6835
Si, 0, 2.7345, 0.6835
Si, 5.469, 2.7345, 0.6835
Si, 2.7345, 5.469, 0.6835
Si, 8.2035, 5.469, 0.6835
Si, 0, 8.2035, 0.6835
Si, 5.469, 8.2035, 0.6835
Si, 4.0969, 1.3779, 2.0657
Si, 9.5918, 1.3525, 2.0453
Si, 1.352, 4.1362, 2.0583
Si, 6.8215, 4.1369, 2.045
Si, 4.0889, 6.8476, 2.0469
Si, 9.5736, 6.8395, 2.0662
Si, 1.3612, 9.5977, 2.0565
Si, 6.8254, 9.6117, 2.0501
Si, 0.0285, 0.0339, 3.4726
Si, 5.4831, 0.0402, 3.4541
Si, 2.7199, 2.7713, 3.4077
Si, 8.2473, 2.7806, 3.3502
Si, 0.0256, 5.516, 3.4749
Si, 5.4715, 5.5238, 3.4317
Si, 2.7373, 8.2395, 3.4053
Si, 8.2388, 8.2811, 3.3907
Si, 1.3781, 1.4558, 4.8489
Si, 6.9082, 1.477, 4.7351
Si, 4.0609, 4.1521, 4.7659
Si, 9.5964, 4.0835, 4.7842
Si, 1.3685, 6.9728, 4.8498
Si, 6.8396, 6.988, 4.7345
Si, 4.0926, 9.5749, 4.7959
Si, 9.6206, 9.5782, 4.8454
Si, 2.7569, 0.0389, 6.1454
Si, 8.2954, 0.1209, 6.0967
Si, 0.0153, 2.8006, 6.3068
Si, 5.5153, 2.8397, 6.0825
Si, 2.7544, 5.593, 6.1461
Si, 8.2544, 5.5995, 5.9672
Si, 0.0492, 8.3074, 6.3786
Si, 5.499, 8.3017, 6.2251
Si, 4.4243, 1.1827, 7.3388
Si, 9.8109, 1.1541, 7.624
Si, 1.1801, 4.5029, 7.5118
Si, 6.6422, 4.546, 7.2603
Si, 4.3233, 6.7095, 7.5488
Si, 9.7323, 6.6147, 7.5107
Si, 1.2816, 9.9463, 7.7122
Si, 6.7214, 9.9629, 7.4156
O, 4.1139, 6.8055, 23.9913
O, 4.0238, 1.2699, 24.0025
O, 9.5529, 6.7225, 23.8809
O, -0.0204, 5.5484, 8.0261
O, 5.5702, 0.1216, 7.9149
O, 0.073, 0.0964, 8.1544
O, 5.5317, 5.6154, 7.89
O, 7.5998, 3.9744, 8.4573
O, 8.7315, 7.05, 8.7738
O, 2.1843, 9.4627, 9.0501
O, 8.8913, 1.6849, 8.9244
O, 7.615, 9.4702, 8.7175
O, 3.6138, 1.8153, 8.6181
O, 3.5879, 7.2307, 8.9573
O, 2.068, 4.0017, 8.822
O, 7.9173, 3.6942, 23.6489
O, 0.4203, 4.9344, 22.9622
O, 1.906, 2.7696, 23.2621
O, 5.6415, 4.9068, 23.0654
O, 5.5968, 10.072, 23.5236
O, 2.5836, 8.6621, 23.0021
O, 0.3634, 9.9085, 23.3587
O, 7.7865, 8.5466, 23.0721
Si, 8.6529, 7.6829, 18.5079
Si, 8.7886, 6.3536, 13.6548
Si, 3.8011, 1.532, 14.7625
Si, 2.1311, 5.7288, 17.664
Si, 2.3857, 3.1177, 19.5177
Si, 9.8134, 9.0269, 12.1009
Si, 1.4037, 9.3667, 22.1491
Si, 9.176, 0.9569, 13.2317
Si, 1.427, 5.0491, 13.0573
Si, 1.7956, 8.2515, 12.8374
Si, 6.6843, 9.5683, 22.4446
Si, 4.53, 4.5934, 15.7466
Si, 8.212, 3.0215, 9.5994
Si, 0.8395, 8.2124, 19.3364
Si, 6.9753, 1.3336, 21.1315
Si, 8.2258, 8.3136, 9.6884
Si, 10.8899, 5.204, 15.6381
Si, 7.576, 9.4826, 16.3636
Si, 9.9216, 2.0602, 20.3336
Si, 3.2192, 8.5158, 9.9327
Si, 6.686, 3.3528, 17.4785
Si, 1.1293, 0.1886, 19.8652
Si, 3.24, 2.8109, 12.3217
Si, 7.2029, 5.3866, 19.7711
Si, 5.7511, 8.6606, 11.5715
Si, 5.7887, 6.0636, 13.2299
Si, 4.6361, 9.6912, 17.6615
Si, 0.9907, 3.5917, 22.2082
Si, 4.8883, 1.4724, 18.8584
Si, 3.1978, 3.0786, 9.5369
Si, 6.458, 10.8024, 13.8307
Si, 10.3502, 0.1143, 16.0099
Si, 5.6647, 3.6514, 11.1759
Si, 9.8431, 3.8894, 11.9332
Si, 2.3445, 9.919, 15.5765
Si, 6.0652, 8.1246, 19.8538
Si, 6.8192, 3.99, 22.4463
Si, 9.7591, 2.7841, 17.4125
O, 7.1995, 6.3714, 14.0019
O, 1.8743, 7.0269, 18.7362
O, 10.2823, 4.0347, 16.5527
O, 6.1711, 9.9444, 17.0964
O, 10.1512, 0.6943, 14.5039
O, 8.434, 6.1042, 18.9433
O, 5.1751, 0.6716, 14.4654
O, 5.7167, 2.053, 17.5878
O, 8.3288, 1.9779, 20.543
O, 1.9841, 4.2637, 18.4095
O, 6.9677, 2.7996, 10.6578
O, 4.8751, 2.699, 12.2391
O, 6.0259, 4.3888, 16.403
O, 4.564, 3.9175, 9.9619
O, 10.6461, 2.7332, 21.6387
O, 9.7283, 6.1595, 14.9906
O, 6.0048, 6.489, 19.9375
O, 4.0884, 0.154, 18.3268
O, 9.2613, 10.5498, 12.3034
O, 2.8591, 4.353, 12.7368
O, 1.8327, 10.7113, 21.3059
O, 3.9674, 2.7017, 19.435
O, 0.7342, 10.0434, 16.0072
O, 1.2698, 9.7737, 18.9175
O, 1.6961, 1.6271, 19.3183
O, 8.9454, 10.3776, 16.5377
O, 4.8706, 8.557, 18.8218
O, 9.5692, 8.756, 10.508
O, 6.7156, 4.0959, 18.9261
O, 2.8505, 1.7152, 13.434
O, 5.8094, 8.816, 21.296
O, 2.544, 2.4485, 10.8986
O, 7.5886, 4.813, 21.2599
O, 5.2123, 7.4677, 12.5806
O, 0.431, 9.0609, 12.5215
O, 7.5858, 1.0431, 13.6188
O, 7.1147, 9.6177, 14.7905
O, 8.9795, 5.0249, 12.7214
O, 8.1038, 8.0233, 16.9718
O, 6.2586, 2.5178, 22.0135
O, 2.4518, 9.0643, 14.139
O, 0.4275, 4.4782, 11.899
O, 0.8282, 8.288, 21.0147
O, 9.3938, 3.8194, 10.376
O, 9.6546, 2.3789, 12.5668
O, 7.6119, 8.5574, 19.4438
O, 2.5516, 8.1731, 11.3872
O, 3.9897, 3.049, 15.4088
O, 0.8436, 4.4906, 14.4746
O, 10.0892, 3.0065, 19.0019
O, 9.1435, 7.7979, 12.9647
O, 10.4761, 0.5273, 20.1143
O, 6.0329, 5.0335, 11.9643
O, 8.1521, 2.7591, 17.0967
O, 3.5296, 5.4732, 16.761
O, 4.6692, 9.132, 10.4175
O, 1.5375, 6.6711, 13.2016
O, 4.77, 5.4806, 14.3812
O, 1.9782, 3.8433, 20.9249
O, 10.5386, 1.4117, 16.9867
O, 0.9416, 6.0698, 16.5946
O, 7.4336, 10.9281, 21.9248
O, 5.9123, 0.912, 19.9892
O, 6.0793, 10.0117, 12.4439
O, 2.8498, 0.5408, 15.6306
O, 7.0524, 8.0083, 10.7954
O, 10.2397, 7.991, 18.7713
O, 3.4474, 9.193, 16.6101

Results
free energy: -135978.327 eV
free energy less fixed offsets of B -154.04, O -568.88, Si -635.61 eV per atom: -1.647 eV

Forces (eV/angstrom), in the order of the atoms: element, x, y, z
B, -0.1209, -0.1087, 0.3663
Si, 0.228, 0.1952, -0.059
Si, -0.1172, -0.1721, -0.0827
B, -0.0073, -0.2499, 0.3198
Si, -0.1743, -0.1954, 0.0495
Si, -0.0269, -0.0145, -0.1803
Si, -0.128, 0.0862, -0.1055
Si, 0.303, 0.1966, -0.1149
Si, -0.0185, -0.083, -0.0563
Si, 0.1114, 0.2275, -0.0737
Si, -0.0122, 0.0394, 0.0659
Si, -0.1706, 0.0323, -0.1371
Si, 0.1141, -0.0069, 0.0346
Si, -0.0878, 0.0197, 0.0727
Si, -0.021, -0.112, 0.0399
Si, 0.2125, 0.062, -0.0825
Si, -0.1081, 0.0683, -0.0885
Si, -0.0148, 0.0015, 0.0051
Si, -0.0296, -0.0495, 0.0456
Si, 0.107, -0.1293, -0.0814
Si, -0.0382, 0.0296, -0.0585
Si, 0.1122, -0.1786, -0.0037
Si, -0.0988, 0.1848, -0.0854
Si, 0.0375, 0.0563, -0.0358
Si, 0.0017, 0.0317, 0.0018
Si, -0.0121, -0.0017, -0.0424
Si, 0.0177, -0.0461, 0.0008
Si, -0.0502, 0.0673, 0.0574
Si, -0.0255, -0.055, 0.0001
Si, 0.0344, -0.0008, 0.0182
Si, 0.0014, -0.1001, 0.1033
Si, 0.0438, 0.0244, 0.004
Si, 0.0059, 0.0039, -0.0449
Si, 0.0116, -0.0375, 0.0134
Si, -0.0384, 0.0265, 0.0266
Si, 0.0203, -0.0196, -0.0309
Si, -0.0384, -0.0279, 0.0177
Si, 0.0417, -0.0351, -0.0367
Si, -0.0556, 0.0741, -0.0401
Si, -0.0276, 0.0405, 0.0342
Si, 0.087, 0.0491, -0.091
Si, 0.0356, -0.0461, -0.0832
Si, -0.0318, -0.0751, 0.0013
Si, -0.0632, -0.0782, -0.0944
Si, 0.0444, -0.2596, -0.0499
Si, 0.0619, 0.1077, -0.155
Si, 0.0761, -0.0501, -0.1008
Si, -0.1621, -0.131, 0.1162
Si, 0.0084, 0.0788, 0.0313
Si, -0.0391, 0.0403, -0.0692
Si, 0.0563, 0.0933, 0.0628
Si, -0.0475, 0.0564, 0.0932
Si, -0.0745, -0.0175, -0.0139
Si, 0.0215, 0.1227, -0.011
Si, -0.0195, 0.0661, 0.1189
Si, 0.0384, 0.1227, 0.1049
Si, 0.0035, 0.0029, -0.0084
Si, -0.0265, 0.0186, 0.0222
Si, 0.0186, -0.0153, -0.0007
Si, 0.0384, -0.024, 0.0246
Si, 0.001, -0.0053, 0.0099
Si, -0.0091, -0.0058, -0.0059
Si, 0.0238, 0.0054, 0.0193
Si, 0.0354, -0.0149, 0.0037
Si, 0.0091, 0.0065, 0.0208
Si, -0.0062, -0.0029, 0.0311
Si, -0.0372, 0.0039, -0.0089
Si, 0.0369, 0.0239, -0.0692
Si, 0.0232, 0.0221, 0.0374
Si, -0.0149, 0.0198, 0.0043
Si, -0.0148, 0.0051, -0.0255
Si, 0.0229, 0.0675, -0.0233
Si, -0.0182, -0.0066, -0.0251
Si, -0.0265, -0.0305, 0.0207
Si, 0.018, 0.021, 0.0078
Si, -0.0058, 0.0004, -0.0036
Si, -0.0363, -0.0105, -0.0201
Si, -0.0142, -0.0409, 0.0182
Si, 0.0152, 0.0303, -0.0061
Si, 0.0017, -0.0136, -0.0207
Si, 0.0215, 0, 0.012
Si, -0.0092, -0.0069, 0.0041
Si, 0.0132, 0.0125, 0.0058
Si, -0.0073, -0.0109, 0.0027
Si, 0.0101, -0.0065, 0.0085
Si, -0.0066, -0.0008, 0.0015
Si, 0.0073, 0.0097, 0.0043
Si, -0.0023, 0.0006, 0.0066
Si, -0.0094, -0.0074, -0.0242
Si, -0.0001, -0.0003, 0.0095
Si, -0.0003, -0.0154, -0.0163
Si, 0.0097, 0.0115, -0.0024
Si, -0.0046, -0.0019, -0.0116
Si, -0.0015, 0.0018, -0.007
Si, -0.0039, -0.0131, -0.0303
Si, 0.0059, 0.0091, -0.0145
O, 0.0239, -0.0085, 0.1461
O, -0.0416, 0.0111, 0.1111
O, -0.0773, 0.035, 0.0952
O, -0.016, -0.0056, 0.0048
O, -0.0003, 0.0053, 0.0121
O, -0.0057, 0.001, 0.0061
O, 0.0096, -0.0085, 0.0047
O, 0.0023, -0.0074, 0.006
O, -0.0006, 0.0026, 0.0148
O, 0.0055, -0.0013, 0.0257
O, -0.0008, 0.0031, 0.0091
O, 0.001, -0.0046, 0.0106
O, 0.0004, 0.0049, 0.0122
O, 0.0029, -0.0001, 0.008
O, 0.0023, 0.0022, 0.0162
O, -0.1193, 0.12, -0.2661
O, 0.0476, 0.0006, -0.0598
O, 0.0141, 0.0153, -0.0116
O, -0.0346, 0.0179, 0.0446
O, -0.0263, -0.0356, -0.0113
O, 0.0533, -0.0573, 0.0397
O, 0.0848, -0.053, -0.2426
O, -0.0696, -0.0021, -0.0359
Si, 0.0014, 0.0023, -0.0158
Si, 0.0022, -0.0007, -0.0187
Si, -0.0026, -0.0002, -0.022
Si, -0.0025, -0.0014, -0.0208
Si, -0.0032, -0.0014, -0.0025
Si, 0, -0.0009, -0.0248
Si, -0.0492, 0.0463, 0.1525
Si, 0.0027, 0.0008, -0.0225
Si, -0.0012, -0.0006, -0.021
Si, 0.0025, -0.0015, -0.0244
Si, 0.0115, -0.029, 0.0497
Si, 0.0026, 0.0014, -0.0205
Si, 0.004, -0.0013, -0.0244
Si, 0.0013, 0.0072, -0.0287
Si, 0.0224, 0.0251, -0.0012
Si, 0.0037, -0.0033, -0.0251
Si, 0.001, -0.0009, -0.0207
Si, 0.004, -0.0023, -0.0207
Si, -0.0022, -0.001, -0.0032
Si, -0.0069, 0.0035, -0.0289
Si, 0.0009, -0.0044, -0.0288
Si, 0.0084, -0.0189, 0.0035
Si, 0.0001, 0.0002, -0.0256
Si, -0.0097, 0.0218, -0.0419
Si, 0.0011, -0.0017, -0.0291
Si, 0.0006, -0.001, -0.023
Si, -0.0004, -0.0084, -0.0163
Si, 0.0019, 0.0382, 0.0623
Si, -0.0024, 0.0004, -0.0218
Si, -0.0067, -0.0009, -0.0288
Si, 0.0029, -0.002, -0.0235
Si, 0, -0.0013, -0.0234
Si, 0.0018, -0.002, -0.0284
Si, -0.0018, -0.0006, -0.0263
Si, -0.001, -0.0021, -0.0228
Si, 0.0063, 0.0018, 0.0104
Si, 0.1384, -0.06, 0.1602
Si, -0.0005, -0.0008, -0.0206
O, 0.0004, -0.0011, 0.0117
O, -0.0028, 0.0011, 0.0121
O, -0.0013, -0.001, 0.0098
O, -0.0008, -0.0013, 0.0142
O, 0.0002, -0.0011, 0.0127
O, -0.0005, -0.0054, 0.0166
O, 0.0004, 0.0005, 0.0141
O, -0.0011, -0.0019, 0.0215
O, -0.0345, -0.0041, 0.0118
O, 0.0007, 0.0026, 0.0095
O, -0.0015, 0.0021, 0.0129
O, -0.0007, -0.0007, 0.0147
O, 0.0005, 0, 0.016
O, 0.003, 0.0014, 0.0155
O, -0.0061, -0.0081, -0.0178
O, -0.0001, -0.0007, 0.0131
O, 0.0013, -0.0048, 0.0063
O, 0.0021, 0.0001, 0.0112
O, 0.0002, 0.0004, 0.0132
O, -0.0003, 0.0005, 0.0137
O, -0.0007, 0.0103, -0.0452
O, 0.006, -0.0061, 0.0033
O, -0.001, -0.0003, 0.0137
O, -0.0028, 0.0107, 0.0154
O, -0.0013, -0.0025, 0.0076
O, 0.0002, -0.0008, 0.0109
O, 0.002, 0.004, -0.0004
O, 0.0014, 0.0007, 0.0163
O, -0.0001, -0.0028, 0.0163
O, 0.0002, -0.0019, 0.0125
O, 0.0025, 0.0024, -0.0145
O, 0.0005, -0.0005, 0.0175
O, -0.0053, -0.0156, 0.0004
O, 0.0009, -0.0023, 0.0151
O, -0.0003, -0.0007, 0.0131
O, -0.0015, -0.0009, 0.014
O, -0.0018, 0.0004, 0.0134
O, -0.0008, 0.0015, 0.0153
O, -0.0016, 0.0003, 0.015
O, 0.0336, 0.0295, -0.0201
O, 0.0004, -0.0002, 0.0136
O, 0.002, -0.0005, 0.0139
O, -0.0012, 0.0063, -0.0012
O, 0.0008, 0.0003, 0.0153
O, 0.0001, -0.0029, 0.0148
O, 0.0017, -0.0034, 0.0068
O, -0.0019, -0.0013, 0.0188
O, -0.0001, 0.0004, 0.0112
O, 0.0008, -0.0008, 0.0145
O, -0.0004, -0.0029, 0.01
O, 0.0004, -0.0018, 0.0132
O, -0.0046, 0.0035, -0.0004
O, 0.0012, 0.0026, 0.0147
O, -0.0025, 0.0006, 0.0161
O, -0.0003, -0.0037, 0.0128
O, 0.0028, -0.0004, 0.0155
O, 0.0001, -0.0009, 0.0116
O, -0.0008, -0.0019, 0.0152
O, -0.0032, -0.0057, -0.0112
O, 0.0007, -0.0019, 0.0144
O, -0.001, -0.0028, 0.0127
O, -0.0269, -0.0024, -0.009
O, 0.0164, 0.0144, 0.034
O, 0.0007, 0.0021, 0.0157
O, 0.0016, 0.0025, 0.0129
O, -0.0023, 0.0008, 0.0153
O, -0.0011, -0.0029, 0.0091
O, 0.0021, 0.0019, 0.0162

The program warned: the cutoff lies below the one the program advises for these potential files; the exchange-correlation potential is rough where the density is thin.
